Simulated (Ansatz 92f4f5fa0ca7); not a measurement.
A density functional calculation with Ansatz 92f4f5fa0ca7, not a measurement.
Periodic cell of 264 atoms, Si152O112, from a study of silicon, its oxide and their interface. The atomic structure is a simulated model.
This geometry differs little from another in the collection (a relaxation step or a small displacement).

Settings
functional: r2SCAN
potential files: Ansatz PAW
basis: plane waves
wave-function cutoff: 800 eV
density cutoff ratio: 5
exchange-correlation grid ratio: 1
k mesh: 1 x 1 x 1, shifted by 0.5 0.5 0 of a step
self-consistency stop: 1e-10 eV per atom in the density residual
occupations: fixed
spin: none
net charge: 0

Cell vectors (angstrom)
a 10.888 0 0
b 0 10.888 0
c 0 0 37.8908

Atoms and the computed forces on them: element, x, y, z (angstrom), force x, y, z (eV/angstrom)
Si 0.2176 -0.2157 0.1255 -0.0011 0.0006 -0.0012
Si 3.0867 2.4407 -0.0404 -0.0008 0.0013 -0.0044
Si -0.2989 5.8285 0.0369 0.0009 0 -0.0013
Si 2.3524 8.3849 -0.0064 -0.0006 -0.0008 -0.0017
Si 5.3151 0.2135 0.0143 0.0011 0.0008 0
Si 7.7401 3.1041 0.0547 0.0008 -0.0011 -0.003
Si 5.536 5.2402 0.4224 -0.0013 0.0013 -0.0034
Si 8.292 7.9579 0.1456 -0.0006 0.0013 -0.0041
Si 1.4326 1.3746 1.3096 -0.0001 0.0008 -0.001
Si 4.0345 3.9417 1.5483 -0.0011 -0.0003 0.0011
Si 1.2955 6.8491 1.4149 0.0002 -0.0003 0.0002
Si 4.0729 9.4966 1.2366 -0.0001 -0.0001 0.0011
Si 6.7826 1.409 1.3926 0.0003 -0.0001 -0.0017
Si 9.4916 4.1301 1.2694 0.0003 0 -0.0009
Si 6.8031 6.8199 1.535 0 0.0011 0.0011
Si 9.5066 9.5285 1.4106 -0.0003 0.0007 -0.0007
Si -0.0005 2.746 2.6153 0.0003 0.0006 -0.0008
Si 2.7606 -0.0149 2.6989 0.0005 0.0003 -0.0009
Si -0.0408 8.1781 2.8128 0 0.0001 -0.0011
Si 2.6638 5.4347 2.7276 -0.0008 0.0003 -0.0004
Si 5.4386 2.652 2.8754 -0.0003 0.0002 0.0007
Si 8.1587 0.0383 2.7155 -0.0001 0.0002 -0.0004
Si 5.3878 8.2092 2.7354 -0.0004 0.0008 0.0002
Si 8.1954 5.4257 2.8033 0.0002 0.0005 -0.0011
Si 1.3096 4.0827 4.0683 -0.0001 0.0008 0.0003
Si 4.0716 1.2947 4.1584 -0.0005 -0.0001 0.0007
Si 1.3706 9.5463 4.0867 0 0.0008 0
Si 4.0503 6.802 4.0734 0 0.0008 0.0004
Si 6.8123 4.0707 4.1425 0.0005 0.0004 -0.0008
Si 9.5483 1.3914 4.0385 -0.0003 0.0002 -0.0007
Si 6.7783 9.5658 4.0767 -0.0006 0.0002 0.0007
Si 9.5204 6.8011 4.1614 -0.0005 0.0006 0.0003
Si 0.004 0.0274 5.4251 -0.0002 0.0004 -0.0002
Si 2.7006 2.7258 5.4293 -0.0008 0.001 -0.0002
Si -0.0026 5.4296 5.4802 0.0001 0.0005 -0.0001
Si 2.7063 8.1606 5.4482 -0.0003 0.0008 -0.0005
Si 5.4496 -0.018 5.5041 -0.0005 0.0002 0.0006
Si 8.1902 2.7088 5.4578 -0.0001 0.0002 -0.0007
Si 5.4294 5.4572 5.4481 -0.0002 0.0009 -0.0003
Si 8.1356 8.1925 5.4501 -0.0001 0.0005 -0.001
Si 1.3573 1.3742 6.7958 0.0003 0.0005 -0.0006
Si 4.0728 4.0815 6.8021 0.0001 0.0004 -0.0006
Si 1.3642 6.7934 6.82 -0.0005 0.0007 -0.0006
Si 4.0768 9.5027 6.8154 -0.0001 0.0005 -0.0002
Si 6.8241 1.3592 6.8269 -0.0001 0.0007 -0.0002
Si 9.5253 4.0752 6.8229 -0.0003 0.0007 -0.0004
Si 6.7856 6.8224 6.8062 0.0001 0.0002 0
Si 9.5278 9.549 6.7954 0.0003 0.0002 -0.0006
Si 0.0118 2.7241 8.161 0.0002 0.0007 -0.0007
Si 2.722 0.0048 8.1399 0 0.0009 -0.001
Si -0.0064 8.1626 8.1544 0.0001 0.0005 -0.0005
Si 2.7323 5.4449 8.1834 -0.0001 0.0009 -0.0001
Si 5.4563 2.7318 8.1658 0 0.0004 -0.0001
Si 8.1799 0.0066 8.1878 -0.0003 0.0006 -0.0002
Si 5.4323 8.1665 8.175 -0.0001 0.001 0
Si 8.1597 5.4541 8.1476 -0.0001 0.0005 0.0001
Si 1.3526 4.084 9.5236 0.0003 0.0008 0.0001
Si 4.0922 1.3491 9.5044 0.0002 0.0003 0.0003
Si 1.3833 9.5153 9.4906 -0.0003 0.0004 -0.0002
Si 4.0984 6.8095 9.5406 0 0.0002 0.0003
Si 6.8177 4.1069 9.5219 -0.0002 0.0006 0.0002
Si 9.5574 1.3772 9.5256 -0.0002 0.0004 0.0005
Si 6.798 9.522 9.5205 0.0003 0.0002 0.0008
Si 9.5098 6.8056 9.5187 -0.0001 0.0011 0.0007
Si 0.0107 -0.0423 10.8382 0 0.0005 0.0004
Si 2.7306 2.7156 10.8472 0.0002 0.0003 0.0003
Si -0.0077 5.4529 10.8819 -0.0002 0.0007 -0.0005
Si 2.7488 8.1881 10.886 0.001 0.0005 -0.0013
Si 5.4492 -0.0052 10.8836 -0.0002 0.0007 -0.0012
Si 8.2179 2.7746 10.87 0 0.001 -0.0006
Si 5.4776 5.4755 10.8974 0.0001 0.0001 -0.0009
Si 8.1221 8.1398 10.8825 0 0.0002 -0.0015
Si 1.3954 1.2977 12.1665 0.0006 0.0003 0.0011
Si 4.083 4.1123 12.1767 0.0006 0.0007 -0.0001
Si 1.3525 6.8383 12.2015 0.0004 0 -0.0006
Si 4.1411 9.4924 12.2939 -0.0002 -0.0008 -0.0015
Si 6.8492 1.3922 12.1533 0.0001 0.0005 0.0003
Si 9.5311 4.1406 12.3074 -0.0002 -0.0013 -0.0015
Si 6.8098 6.8098 12.3452 -0.0004 -0.0006 0.0002
Si 9.4972 9.5039 12.1761 0.0002 -0.0002 0
Si 0.0385 2.6551 13.485 -0.0009 0.0012 0.0009
Si 2.7539 -0.0183 13.5784 -0.0007 0.0001 0.0013
Si -0.0646 8.1459 13.5451 0.0002 -0.0001 -0.0016
Si 2.7486 5.5073 13.5306 0.0005 0.0002 -0.001
Si 5.5258 2.7994 13.4552 0.0003 0 -0.0013
Si 8.1644 0.0005 13.5118 -0.0001 0.0001 -0.0004
Si 5.4796 8.1609 13.7755 0.0004 0.0008 0.0006
Si 8.189 5.5182 13.7725 0.0009 0.0003 0.0012
Si 1.5046 3.9499 14.731 -0.001 0.001 0.0023
Si 4.2632 1.3564 14.7429 0 -0.0002 -0.0007
Si 1.2772 9.519 14.8466 0.0006 0.0003 -0.0025
Si 4.0323 6.7717 15.0856 -0.0003 -0.0006 0.001
Si 6.773 4.0964 15.0025 0.0004 0 0.0008
Si 9.5351 1.3372 14.8601 0.0002 0.0001 -0.0017
Si 6.9394 9.5787 15.0627 0.0006 -0.0002 -0.0002
Si 9.4923 6.9939 15.1679 -0.0005 0.0015 -0.0001
Si -0.3157 -0.2934 16.1904 -0.0002 0.0015 0.0011
Si 3.0995 2.8646 15.9995 0.0008 0.0014 0.0001
Si -0.0036 5.8473 16.6645 -0.0025 -0.0004 0.0013
Si 2.2915 7.9309 16.2121 0.0007 -0.0012 0.0031
Si 5.7361 0.3209 16.1991 0.0011 0.0003 0.0008
Si 7.9669 2.4682 16.1882 0.0005 0.0003 0.0001
Si 5.1624 5.1358 16.4085 0.0004 -0.0001 0.0035
Si 8.803 8.926 16.4025 0.0012 0 0.0055
Si 6.3428 0.4329 20.4573 0.0009 -0.0003 0.0012
Si 7.9701 30.498 19.5207 0.0003 0.0002 0.0009
Si -6.4112 17.7368 21.654 0.0005 0.0002 0.0011
Si -3.1251 7.9303 29.3006 0 0 -0.0016
Si -1.0526 11.3552 35.2752 0.001 0.0009 -0.0024
Si -2.6361 13.7359 20.9696 0 -0.0001 0.0029
Si -11.6966 19.7866 21.9726 0.0009 -0.0004 0.0005
Si -21.2719 -6.6099 27.7709 0.0001 0.0002 -0.0001
Si -16.113 9.5526 22.9086 0.0009 -0.0003 0.0009
Si -5.1928 -3.975 18.902 -0.0001 -0.0007 0.0029
Si -8.3495 14.6733 34.9631 0.0001 -0.0013 -0.0012
Si 3.4254 11.2904 20.1771 0.0005 0.0001 0.0022
Si -2.4528 5.2923 27.8974 0.0006 0.0001 -0.0007
Si -15.6537 1.4716 26.2096 0.0004 -0.0006 0.001
Si -21.7543 12.032 27.5901 0 0.0001 -0.0003
Si -6.758 20.272 18.1523 0.0023 -0.0004 0.0016
Si 2.809 -2.4565 32.3396 -0.0009 0.0004 -0.0019
Si -17.3736 13.8408 24.3811 -0.0001 0.0002 0.0017
Si -20.1522 9.3509 26.9476 0.002 -0.0003 -0.0003
Si 1.2189 12.4031 18.1854 0.0002 0.0004 0.0025
Si -18.6866 20.8099 24.5168 0.0001 0.0002 0.0007
Si -15.3321 15.4963 22.8134 0.0012 -0.0013 -0.0002
Si -20.0313 7.4944 22.9492 0.0004 0.0006 0.0017
Si 4.3762 5.4152 26.2072 0.0009 0.0001 -0.0005
Si -11.4991 12.0096 22.7174 0.0004 -0.0001 0.0004
Si 0.812 6.3199 32.3874 -0.0017 0.0001 -0.0015
Si -25.3602 5.9938 25.2611 -0.0003 -0.0011 0.0007
Si -20.2228 6.5472 25.8101 0.001 -0.0003 0.0002
Si -1.0348 14.5931 18.4808 -0.0008 0.0003 0.0029
Si -13.4673 41.3888 24.469 -0.0008 -0.0005 0.0008
Si 11.8948 1.0273 30.3934 -0.0007 0.0007 -0.0015
Si -3.6916 -4.2865 31.8775 0.0003 0.0006 -0.0028
Si -0.0415 15.9206 34.9823 0.0004 0.0008 -0.0025
Si 7.1327 9.7136 35.7155 0.0003 0 -0.0012
Si 0.3241 10.319 32.8713 0.0007 0.0003 -0.0014
Si -16.0328 23.6709 30.5722 -0.0004 0.0009 -0.0016
Si -2.2976 13.9466 34.9871 -0.001 0.0003 -0.0029
Si -15.9057 32.1477 28.6773 0.0006 0.0003 -0.001
Si 9.568 -2.6431 31.5747 -0.0005 0.0003 -0.0011
Si 5.9119 14.7099 28.205 0.0008 -0.0001 -0.0008
Si -7.9346 9.6501 29.5623 -0.0006 -0.0001 0.0005
Si -16.393 8.0611 33.8598 -0.0006 -0.0009 -0.0022
Si 6.8645 14.5902 32.5007 -0.0003 0.0009 0
Si -1.9955 11.4896 25.4726 0.0007 0.0028 -0.0007
Si 3.9837 14.1703 32.2983 -0.0002 0.0004 -0.0011
Si 1.718 15.002 30.5346 -0.0009 0 -0.0011
Si -18.0007 28.2663 35.9663 0.0014 -0.0005 -0.0033
Si 2.3537 23.109 22.9232 0.0001 0.0005 0.0012
O -1.5569 4.4905 -2.8503 -0.0006 0.0001 0.0005
O 4.6066 6.6083 -17.8365 0.0014 -0.0002 -0.0031
O 8.4414 10.5444 -2.6013 -0.0005 0 0.001
O 4.1891 1.3047 -0.4436 -0.0004 -0.0008 0.0007
O -6.3674 5.8867 -0.6511 0.0012 -0.0004 0.0003
O -18.6494 8.6195 -7.1149 -0.0001 -0.0011 0.0013
O 0.6239 13.5606 -10.4857 0.0003 -0.0001 -0.0003
O 1.2686 9.5404 -0.4459 0.0003 -0.0001 0.0016
O 6.0577 -0.2746 -1.3595 -0.0012 0.0009 0.0003
O 10.3928 0.5841 -1.105 0.0003 0.0002 0.0008
O 6.998 2.509 -6.4863 0.0002 0.001 0.0025
O 0.3807 5.4999 -1.4143 -0.0002 0.0009 0.0011
O 9.414 6.8907 -0.362 -0.0002 0.0004 0.0014
O -4.7251 11.3574 -7.9462 0.0011 0.0009 0.0009
O 7.5626 8.4963 -1.2038 -0.001 -0.0003 0.0027
O -11.9046 9.5653 -5.4829 -0.0009 -0.0001 -0.0005
O 11.3883 -17.2611 15.9068 0.0016 -0.0016 0
O -16.0314 3.4041 23.6205 0.0007 -0.0007 -0.0012
O -21.7486 -14.4025 31.4479 -0.0009 0.0002 0.0012
O -7.9718 6.7802 22.0791 0.0009 -0.0001 -0.0012
O 1.2569 6.8567 16.9184 0.0005 0.0014 -0.0019
O -0.6193 5.2316 18.0569 0.0014 0 -0.0037
O -18.628 6.4716 26.1932 0.0008 -0.0005 -0.0007
O 4.8045 10.6615 17.4294 -0.0006 -0.0006 0.0007
O 0.3034 11.1768 17.6227 -0.0007 -0.0017 -0.001
O -10.0982 4.9255 31.5808 0.0001 0.0007 0.0014
O 1.3082 6.5113 24.1882 0.0005 0.0003 -0.0008
O -6.0945 12.5523 25.2949 -0.0003 -0.0001 -0.0012
O -1.6593 2.119 22.0218 0.0006 -0.0005 -0.0035
O -3.4034 27.1532 23.7831 -0.0007 -0.0017 -0.0005
O -5.1775 16.9877 25.5824 0.0004 -0.0002 0.0001
O 8.6056 -2.1349 18.0309 0.0013 0.0011 -0.0023
O -12.7726 19.4866 30.104 0.0006 -0.0004 0.0011
O -11.9076 15.5151 28.2326 0.0004 -0.0001 0
O -5.7811 19.1792 22.0572 0.0003 -0.001 -0.0006
O 3.8793 15.0507 25.3107 -0.0004 -0.0003 -0.0003
O -15.7265 21.6981 21.9688 0.0012 0.0006 -0.0016
O 11.4503 18.8937 21.9368 -0.0001 0.0004 -0.0004
O 4.0572 25.7436 16.7752 -0.0006 -0.0001 0.0009
O 13.1359 1.9946 17.0613 0.0021 0.0024 -0.0024
O -2.1093 3.1254 17.4268 0 -0.0012 -0.0011
O -15.8167 6.998 32.8048 -0.0016 0.0021 0.0013
O -20.9666 -0.1171 26.8965 -0.0002 0.0001 -0.0006
O 2.7947 19.7828 17.42 0.0007 -0.0006 -0.001
O -19.4223 8.798 23.649 0.0002 0.0004 -0.0006
O 3.0978 5.3049 35.1042 0.0001 0.0014 0.0027
O -13.6757 -16.693 26.3269 -0.0002 0.0003 -0.0007
O 5.306 5.6507 22.347 0.0009 -0.0011 -0.0007
O -20.1278 20.3191 32.7999 -0.0003 0.0004 -0.0008
O 0.451 22.4423 31.8538 -0.0005 -0.0002 0.001
O -8.9426 9.0073 28.485 0.0011 0.0002 0.0011
O 4.4695 23.6527 31.6032 -0.0005 0.0008 0.0013
O 5.7955 16.5831 17.8299 0.0001 -0.0002 -0.0017
O -14.9053 7.0782 30.3614 0.0003 -0.0004 0.0028
O -14.5203 -6.3338 28.7327 0.0001 0 -0.0005
O -8.7225 1.0684 19.4189 -0.0019 0.0004 -0.0014
O -5.574 14.9939 32.6779 -0.0004 -0.0004 0.0004
O -7.9067 -1.2815 26.091 0.0011 0.0006 -0.0007
O -4.041 12.2863 16.7783 0.0004 -0.0007 0.0004
O 1.5168 15.5342 29.0071 0.0003 0.0001 0.0016
O -26.3228 24.6481 26.9741 0.0011 -0.0002 0.0004
O -16.8649 1.0406 19.9433 0 -0.0006 -0.0019
O -2.9029 7.4391 25.3551 0.0003 0.0003 -0.003
O -30.316 11.0652 30.0668 0.0003 -0.0008 0.001
O -7.8433 0.4619 21.7412 0.0004 -0.0011 -0.003
O -3.8964 -0.8612 19.6882 0.0004 -0.0007 0.0008
O -3.9954 9.1179 28.6402 0 0.0003 0.0019
O -10.9454 11.7084 29.1817 0.0004 0.0004 -0.0003
O -18.5132 2.6122 23.2915 -0.0006 -0.0011 -0.0004
O -27.7467 18.1105 35.1332 -0.0018 -0.001 0.0027
O -7.2371 9.7619 19.6564 -0.0004 0.0007 -0.0041
O -8.5963 0.406 24.2374 -0.0003 -0.0005 -0.0008
O -23.535 8.6653 20.6646 0 0.0003 -0.0028
O 7.0998 7.3383 19.6018 -0.0014 -0.0002 0.0002
O -1.4826 19.2752 23.3442 -0.0004 -0.0001 -0.0013
O -6.2696 20.8859 24.0445 0.0002 0 -0.0008
O -14.3923 -9.2375 20.3146 -0.0004 -0.0004 -0.0026
O -3.8937 20.0459 23.68 0.0002 -0.0001 0.0001
O -1.7646 14.5759 19.91 0.0013 0.0001 -0.0029
O -14.508 14.8384 21.6097 -0.0004 -0.0004 -0.0006
O -9.9348 7.9826 26.3447 0.0011 0.0001 -0.0004
O -5.6774 -2.6885 18.0537 -0.0034 0.0005 -0.0002
O -13.4094 17.7685 28.2288 0.0001 0.0004 0
O -5.5779 13.8008 29.3851 0.0009 -0.0004 0.0009
O -1.0113 33.7244 24.2809 0.0004 -0.0001 -0.001
O -8.571 28.6792 32.5893 -0.0008 0.0001 0.0003
O -10.0335 16.1393 26.5106 0.0015 0.0003 0.0001
O -8.16 18.5005 36.4869 0.0005 0.0007 0.0009
O -6.5203 31.6238 28.842 -0.0004 0.001 0.0039
O 2.6898 13.9404 36.3924 0.0013 0.0003 0.0018
O -13.2971 18.3002 32.4078 -0.0015 0.0019 0.0038
O -4.425 30.9278 34.3564 0.0004 0.0009 0.002
O -1.4426 12.0193 26.8991 0.0017 -0.0005 -0.001
O -4.9143 22.0491 27.2756 0 -0.0001 0.0005
O -2.0666 9.8754 25.4717 0.0001 0.001 -0.0007
O 1.3179 2.5784 30.4866 -0.0003 0.0008 -0.0001
O -7.6799 13.9089 33.6972 -0.0006 0 0.0018
O 0.2624 2.743 18.6036 0.002 -0.0017 -0.0037
O -0.5751 10.5117 22.0715 0.0014 0.0002 -0.0007
O 0.1016 17.0624 33.8418 -0.0008 -0.0005 0.0014
O 0.969 14.7258 34.5942 -0.0011 0.0009 0.0004
O -18.5768 15.059 31.1874 0.0003 0.0001 0.0019
O -12.1686 1.8919 34.5528 -0.0009 -0.0003 -0.0003
O 0.1242 21.5657 34.4177 -0.0008 0.001 0.0013
O 6.6227 15.1399 37.5963 -0.0005 0.0008 -0.0003
O -14.3773 14.0739 33.9251 0 0.0004 0
O 8.0941 13.4639 36.4473 -0.0018 0.0005 0.004
O -3.486 1.1918 25.2635 0.0008 -0.0001 0.0002
O 7.5926 15.9269 31.9753 -0.0007 0.0003 0.0038
O -6.1032 15.7674 27.6914 0.0007 -0.0005 0.0001
O -6.7675 8.7992 33.1912 -0.0014 -0.0015 0.0018
O 0.8575 23.5533 22.5343 0.0004 -0.0001 -0.0002

Results
free energy: -161110.894 eV
free energy less fixed offsets of O -570.45, Si -639.56 eV per atom: -7.374 eV

The program warned: the cutoff lies below the one the program advises for these potential files; the forces do not sum to zero within the program's tolerance; empty levels may hold ghost states of the PAW files; the exchange-correlation potential is rough where the density is thin.
